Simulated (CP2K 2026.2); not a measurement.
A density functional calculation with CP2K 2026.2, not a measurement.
Periodic cell of 505 atoms, Si360O143H2, from a study of silicon, its oxide and their interface. The atomic structure is a simulated model.
Doubt: the forces sum to 2.86 eV/angstrom along one axis rather than to zero, so they err by at least 0.0057 eV/angstrom per atom on average; the grid cutoff is modest.

Settings: functional PBE; method Gaussian and plane waves; basis set DZVP-MOLOPT-SR-GTH; pseudopotentials GTH-PBE; grid cutoff 350 Ry, relative cutoff 50 Ry; k points Gamma only; occupations fixed; spin none; net charge 0.

Cell vectors (angstrom)
a	16.32	0	0
b	0	16.32	0
c	0.1314	8.0698	34.254

Atoms and the computed forces on them: element, x, y, z (angstrom), force x, y, z (eV/angstrom)
Si	1.543	14.823	0.054	-0.249	0.078	-0.328
Si	4.191	1.316	0.129	0.054	0.114	-0.338
Si	1.102	12.414	34.054	-0.061	-0.205	-0.308
Si	4.265	6.548	0.062	-0.002	0.045	-0.266
Si	1.204	9.721	0.1	-0.012	0.045	-0.329
Si	3.801	12.545	0.092	0.254	-0.208	-0.511
Si	6.451	15.288	0.082	0.104	-0.033	-0.606
Si	9.835	1.07	0.165	-0.121	0.059	-0.422
Si	6.567	4.447	0.029	0.085	-0.16	-0.146
Si	9.39	6.963	0.123	0.025	0.096	-0.143
Si	7.161	9.099	0.229	-0.163	0.095	-0.388
Si	9.734	11.895	0.002	-0.113	0.128	-0.29
Si	12.153	23.2	34.245	0.101	-0.16	-0.431
Si	14.567	1.557	0.309	0.031	0.029	-0.187
Si	12.498	3.88	0.085	-0.01	0.013	-0.333
Si	15.123	6.66	0.158	-0.085	0.023	-0.225
Si	12.037	9.741	0.107	0.056	0.012	-0.258
Si	15.259	11.9	0.217	-0.056	0.026	-0.391
Si	2.646	16.416	1.4	-0.008	-0.185	-0.083
Si	5.429	2.835	1.401	0.146	0.073	-0.249
Si	2.653	5.352	1.28	-0.034	0.051	-0.194
Si	5.446	8.065	1.463	0.072	-0.017	-0.225
Si	2.757	10.878	1.416	-0.038	0.193	-0.108
Si	5.436	13.629	1.395	-0.165	-0.027	-0.055
Si	8.156	16.3	1.383	-0.009	-0.017	-0.028
Si	10.903	2.726	1.425	0.126	-0.036	-0.076
Si	8.158	5.455	1.448	-0.035	0.01	-0.218
Si	10.905	8.171	1.47	-0.073	0.001	-0.267
Si	8.199	10.818	1.441	0.026	-0.045	-0.152
Si	10.857	13.541	1.332	-0.002	-0.052	-0.254
Si	13.454	16.267	1.533	-0.07	0.019	-0.165
Si	16.279	2.768	1.358	-0.05	0.093	-0.272
Si	13.592	5.445	1.475	0.081	-0.028	-0.18
Si	0.028	8.175	1.457	-0.038	0.018	-0.179
Si	13.613	10.835	1.493	-0.063	-0.014	-0.15
Si	16.312	13.624	1.417	0.11	0.006	-0.157
Si	1.291	1.414	2.766	-0.015	-0.012	0.022
Si	4.003	4.078	2.776	-0.02	0.029	0.058
Si	1.402	6.777	2.752	-0.026	-0.051	0.035
Si	4.114	9.508	2.766	-0.044	-0.009	0.06
Si	1.372	12.256	2.805	0.054	0.033	0.128
Si	4.055	15.007	2.765	-0.032	0.055	0.189
Si	6.82	1.424	2.737	-0.073	-0.095	0.092
Si	9.508	4.064	2.776	0.008	0.006	0.061
Si	6.795	6.759	2.868	-0.019	-0.034	0.178
Si	9.541	9.515	2.863	0.079	0.011	0.154
Si	6.794	12.221	2.739	0.002	0.013	-0.02
Si	9.469	14.88	2.752	0.083	0.067	0.023
Si	12.168	1.357	2.881	-0.083	-0.053	0.216
Si	14.968	4.088	2.831	0.027	0.088	0.085
Si	12.231	6.793	2.824	-0.022	-0.016	0.06
Si	14.944	9.467	2.849	0.025	-0.028	0.138
Si	12.248	12.263	2.786	0.019	0.007	0.068
Si	14.921	14.948	2.793	0.084	-0.054	0.062
Si	16.284	16.335	4.139	-0.022	-0.007	0.038
Si	2.682	2.71	4.168	0.038	0.03	0.018
Si	0.023	5.461	4.185	-0.044	-0.091	-0.108
Si	2.74	8.155	4.145	0.008	-0.046	-0.012
Si	16.314	10.876	4.181	0.018	0.061	-0.1
Si	2.726	13.629	4.191	-0.03	-0.034	-0.212
Si	5.444	16.367	4.137	-0.025	-0.056	-0.163
Si	8.158	2.725	4.175	-0.016	-0.042	-0.039
Si	5.381	5.411	4.191	0.067	0.054	-0.071
Si	8.155	8.152	4.221	-0.027	0.027	-0.092
Si	5.447	10.881	4.141	-0.029	-0.013	0.053
Si	8.126	13.558	4.16	0.056	0.036	0.015
Si	10.799	16.269	4.183	-0.001	0.107	-0.062
Si	13.593	2.714	4.208	0.034	-0.047	-0.106
Si	10.855	5.428	4.17	0.016	0.013	-0.015
Si	13.587	8.124	4.221	0.07	0.026	-0.01
Si	10.905	10.903	4.201	-0.043	-0.084	-0.08
Si	13.596	13.596	4.19	-0.082	0.015	0.019
Si	1.34	14.962	16.526	-0.021	0.031	0.01
Si	4.066	17.675	16.518	0.006	-0.026	0.028
Si	1.311	4.055	16.523	0.015	0.01	0.036
Si	4.068	6.776	16.523	0.015	-0.038	0.033
Si	1.334	9.486	16.474	0.089	-0.038	-0.026
Si	4.095	12.254	16.486	-0.027	0.001	-0.014
Si	6.828	15.014	16.557	-0.025	-0.04	0.034
Si	9.499	17.693	16.633	0.005	0.02	0.072
Si	6.795	4.062	16.569	-0.012	-0.006	0.036
Si	9.528	6.794	16.548	-0.021	0.043	0.048
Si	6.81	9.488	16.528	0.023	0.014	0.023
Si	9.571	12.284	16.529	-0.003	-0.093	0.001
Si	12.217	14.965	16.582	0.055	0.028	0.045
Si	14.932	17.69	16.574	-0.052	-0.015	0.044
Si	12.201	4.048	16.618	-0.018	0.038	0.081
Si	14.913	6.788	16.525	-0.013	0.037	0.024
Si	12.246	9.536	16.545	0.017	-0.029	0.035
Si	14.933	12.258	16.507	-0.01	0.028	0.02
Si	2.672	16.356	17.889	0.053	-0.073	0.048
Si	5.433	18.986	17.918	-0.041	0.074	0.075
Si	2.662	5.425	17.866	-0.023	-0.008	0.112
Si	5.463	8.095	17.908	-0.055	0.037	-0.024
Si	2.761	10.814	17.78	-0.079	-0.02	-0.049
Si	5.436	13.643	17.853	0.023	-0.004	0.057
Si	8.142	16.349	18.042	-0.028	0.015	-0.028
Si	10.83	19.043	18.068	0.031	-0.044	0.123
Si	8.162	5.444	17.926	0.024	-0.045	-0.033
Si	10.923	8.137	17.913	-0.052	0.056	0.069
Si	8.223	10.875	17.819	0.046	0.099	0.074
Si	10.873	13.631	18.003	-0.003	-0.008	0
Si	13.581	16.323	17.955	-0.04	0.042	0.106
Si	16.282	19.053	17.96	0.023	0.001	-0.044
Si	13.605	5.411	17.946	-0.032	0.089	-0.037
Si	16.242	8.197	17.862	0.023	-0.099	0.118
Si	13.566	10.956	17.916	0.062	-0.056	0.027
Si	16.312	13.578	17.882	-0.027	0.016	0.058
Si	1.317	17.685	19.318	0.088	0.006	-0.042
Si	4.014	20.341	19.216	-0.081	-0.045	-0.161
Si	1.24	6.784	19.208	0.007	0.033	-0.132
Si	4.09	9.491	19.198	-0.049	-0.012	-0.008
Si	1.378	12.111	19.119	0.013	-0.076	-0.115
Si	4.042	14.988	19.228	0.025	0.058	-0.105
Si	6.748	17.706	19.437	-0.076	-0.016	0.104
Si	9.438	20.48	19.429	0.002	-0.01	0.05
Si	6.813	6.752	19.325	-0.01	0.032	0.036
Si	9.588	9.559	19.24	0.029	0.043	-0.101
Si	6.859	12.262	19.129	0.039	-0.114	-0.243
Si	9.499	14.964	19.414	0.058	0.068	0.002
Si	12.222	17.627	19.428	0.016	-0.088	-0.069
Si	14.948	20.408	19.371	-0.047	-0.028	-0.006
Si	12.276	6.778	19.323	0.009	0	-0.111
Si	14.94	9.615	19.269	0.029	0.042	-0.099
Si	12.264	12.297	19.386	0.034	0.007	-0.027
Si	14.989	14.962	19.297	0.009	-0.056	-0.043
Si	0.093	16.237	20.704	-0.157	0.063	0.216
Si	2.653	19.056	20.683	-0.056	0.064	0.118
Si	16.263	5.487	20.742	0.048	0.204	0.245
Si	2.609	8.181	20.482	0.011	0.002	0.264
Si	16.387	10.905	20.647	0.046	0.033	0.312
Si	2.762	13.422	20.397	0.077	0.019	0.233
Si	5.28	16.314	20.757	0.05	-0.035	0.174
Si	7.996	19.187	20.88	-0.17	0.004	0.179
Si	5.341	5.352	20.581	0.013	0	0.206
Si	8.239	8.185	20.58	0.027	0.042	0.205
Si	5.573	10.84	20.424	0.011	-0.01	0.288
Si	8.068	13.57	20.656	-0.047	-0.036	0.201
Si	10.832	16.265	20.896	0.124	0.109	0.057
Si	13.675	18.986	20.759	-0.019	-0.145	0.052
Si	10.933	5.474	20.775	-0.032	-0.003	0.263
Si	13.592	8.259	20.61	-0.006	-0.031	0.209
Si	10.905	10.92	20.725	-0.127	-0.068	0.191
Si	13.677	13.639	20.758	0.113	0.075	0.3
Si	1.377	14.582	21.82	-0.133	-0.236	0.08
Si	3.999	17.806	22.16	0.018	0.012	0.122
Si	1.593	20.697	22.027	0.019	0.034	0.332
Si	3.742	6.589	21.715	-0.05	0.113	0.227
Si	1.188	9.297	22.012	0.058	-0.03	0.177
Si	4.388	12.336	21.719	-0.027	-0.167	0.184
Si	6.405	14.632	21.975	-0.106	0.013	0.266
Si	9.655	18.002	22.049	-0.069	-0.081	0.307
Si	6.109	20.196	22.284	0.037	0.245	0.035
Si	9.849	7.225	21.999	-0.078	-0.121	0.116
Si	7.062	9.728	21.89	-0.063	-0.161	0.197
Si	9.199	11.984	21.982	0.082	-0.043	0.363
Si	12.554	15.164	22.222	0.011	-0.119	0.329
Si	14.846	17.378	22.105	0.139	0.161	0.145
Si	12.049	20.08	22.052	0.01	0.23	0.36
Si	15.155	7.209	21.992	-0.112	-0.026	0.202
Si	12.129	9.395	22.087	0.039	0.01	0.184
Si	15.396	12.555	22.031	-0.065	-0.199	-0.011
Si	5.276	8.256	24.029	0.075	-0.168	0.104
Si	7.29	15.043	24.935	-0.054	-0.126	0.586
Si	9.624	6.358	24.78	-0.072	-0.001	0.632
Si	12.253	21.227	24.911	-0.213	-0.132	0.554
Si	10.353	13.344	29.124	-0.117	0.109	-0.432
Si	7.463	12.757	28.809	0.043	0.147	-0.138
Si	11.275	18.788	26.593	0.067	-0.12	0.387
Si	3.097	21.298	26.721	0.128	0.064	0.418
Si	15.221	17.798	30.044	0.173	0.177	-0.498
Si	11.375	13.823	32.069	-0.12	-0.096	-0.333
Si	0.511	11.528	31.102	-0.06	0.129	-0.596
Si	15.932	18.005	25.117	-0.155	-0.005	0.707
Si	13.544	16.092	32.093	0.16	0.228	-0.384
Si	0.586	20.622	24.938	-0.053	0.18	0.544
Si	9.108	19.171	28.7	-0.048	-0.003	-0.165
Si	15.449	10.726	26.932	0.178	0.02	0.413
Si	4.682	9.585	31.463	-0.011	0.041	-0.587
Si	12.206	13.68	25.107	0.012	0.132	0.636
Si	2.665	10.23	29.132	-0.077	-0.189	-0.22
Si	3.149	16.469	32.089	-0.047	0.063	-0.375
Si	12.679	10.027	30.42	0.049	0.054	-0.577
Si	8.679	7.179	30.025	-0.044	0.078	-0.33
Si	14.749	6.443	24.866	0.191	0.049	0.523
Si	7.26	11.419	31.403	-0.163	0.067	-0.576
Si	15.163	8.882	31.781	-0.056	-0.006	-0.603
Si	12.875	14.572	27.975	-0.036	0.02	0.018
Si	13.98	17.42	27.353	0.021	0.016	0.176
Si	6.613	17.311	28.969	-0.026	0.145	-0.204
Si	3.903	19.035	28.797	-0.064	-0.046	-0.094
Si	9.719	20.74	31.291	0.014	0.115	-0.597
Si	2.065	16.559	24.516	-0.767	-0.337	0.368
Si	8.833	17.667	25.065	0.172	0.196	0.655
Si	12.502	22.038	31.259	-0.192	0.087	-0.535
Si	2.602	14.827	27.058	-0.062	-0.088	0.262
Si	7.963	20.429	26.25	-0.13	0.034	0.522
Si	14.518	12.417	29.414	0.059	-0.052	-0.216
Si	3.22	10.443	24.079	-0.078	0.253	0.214
Si	9.898	7.903	27.342	0.128	0.058	0.258
Si	1.819	7.174	28.58	-0.003	0.037	-0.271
Si	9.434	11.061	27.454	0.07	-0.113	0.061
Si	4.878	20.368	31.265	-0.068	0.039	-0.455
Si	2.104	11.768	26.616	-0.16	0.175	0.391
Si	13.707	11.084	24.305	0.073	-0.105	0.258
Si	1.839	16.68	29.352	-0.056	0.229	-0.46
Si	0.721	22.939	31.325	0.001	-0.186	-0.462
Si	15.286	7.776	27.487	0.055	0.047	0.251
Si	12.509	7.608	28.745	0.152	0.048	-0.252
Si	15.088	20.589	31.552	0.076	-0.051	-0.593
Si	9.745	9.798	31.441	0.164	-0.236	-0.568
Si	5.973	17.841	31.692	0.248	-0.071	-0.575
Si	5.652	21.85	25.065	-0.102	-0.191	0.729
Si	9.453	12.835	24.987	-0.14	-0.054	0.561
Si	5.66	14.766	27.349	-0.087	-0.008	0.191
Si	6.027	23.213	31.33	0.153	0.017	-0.488
Si	1.335	14.986	5.533	0.04	-0.045	-0.027
Si	4.066	1.364	5.539	0.002	-0.01	-0.056
Si	1.352	4.077	5.561	-0.004	0.033	-0.049
Si	4.063	6.801	5.561	0.039	0.037	-0.023
Si	1.366	9.508	5.536	-0.026	-0.005	-0.046
Si	4.088	12.238	5.534	-0.028	0.046	-0.035
Si	6.781	14.965	5.519	-0.015	0.016	-0.078
Si	9.485	1.343	5.558	-0.026	-0.05	-0.019
Si	6.773	4.067	5.548	-0.037	-0.025	-0.021
Si	9.515	6.784	5.571	-0.025	-0.004	-0.021
Si	6.783	9.53	5.556	0.049	-0.016	-0.02
Si	9.505	12.235	5.559	0.011	-0.004	-0.048
Si	12.213	14.952	5.551	0.025	-0.003	-0.045
Si	14.949	1.347	5.563	-0.022	0.029	-0.023
Si	12.223	4.082	5.558	-0.009	-0.005	-0.042
Si	14.968	6.788	5.577	-0.01	-0.005	-0.024
Si	12.241	9.518	5.573	-0.001	0.028	-0.026
Si	14.954	12.234	5.562	0.01	-0.031	-0.049
Si	2.707	16.324	6.915	-0.008	-0.003	0.009
Si	5.421	2.712	6.928	0.012	-0.003	0.01
Si	2.708	5.438	6.933	-0.005	-0.007	0.027
Si	5.428	8.162	6.928	-0.018	-0.001	0.002
Si	2.722	10.877	6.91	0.015	-0.005	-0.009
Si	5.434	13.605	6.911	0.002	-0.026	0.01
Si	8.128	16.308	6.924	0.003	0.033	0.022
Si	10.86	2.709	6.919	0.023	-0.017	-0.007
Si	8.137	5.427	6.926	0	0.038	0.001
Si	10.872	8.156	6.937	-0.006	0.004	-0.005
Si	8.147	10.878	6.932	-0.001	-0.01	0.014
Si	10.862	13.596	6.932	-0.009	0.006	0.011
Si	13.577	16.312	6.924	-0.005	0.011	0.005
Si	16.308	2.715	6.928	0.003	-0.013	0.015
Si	13.59	5.432	6.936	0.024	-0.013	-0.001
Si	16.326	8.161	6.932	-0.007	0.006	0
Si	13.599	10.878	6.941	0.013	-0.013	0.012
Si	16.314	13.609	6.918	-0.02	0.022	0.002
Si	1.351	17.678	8.299	0.013	0.017	0.005
Si	4.068	4.076	8.304	0.014	0.027	0.001
Si	1.352	6.795	8.31	-0.004	-0.005	-0.001
Si	4.071	9.521	8.301	0.004	-0.003	0.002
Si	1.359	12.242	8.285	-0.002	-0.01	-0.007
Si	4.067	14.958	8.289	-0.009	-0.005	-0.005
Si	6.778	17.67	8.301	-0.029	-0.04	0.007
Si	9.502	4.069	8.295	-0.019	-0.005	-0.001
Si	6.787	6.798	8.3	0.004	0.009	-0.003
Si	9.506	9.516	8.305	-0.008	-0.008	0.001
Si	6.789	12.247	8.297	0.017	0.015	0.007
Si	9.499	14.959	8.298	0.018	0.006	0.003
Si	12.222	17.676	8.296	0.008	0.007	0.006
Si	14.946	4.069	8.305	-0.02	-0.007	0.001
Si	12.232	6.795	8.307	0.013	0.016	0.004
Si	14.961	9.517	8.306	0.006	0.019	0.007
Si	12.227	12.238	8.303	-0.008	-0.017	-0.001
Si	14.945	14.958	8.296	-0.002	-0.013	0.007
Si	16.304	16.32	9.671	0.001	-0.004	0.002
Si	2.707	2.715	9.677	-0.013	-0.01	-0.002
Si	16.305	5.432	9.676	0.003	0.012	-0.002
Si	2.714	8.158	9.677	0.003	0.006	-0.001
Si	16.32	10.885	9.671	-0.005	-0.001	-0.005
Si	2.713	13.599	9.67	0.006	-0.006	-0.004
Si	5.422	16.312	9.676	0.003	0.015	-0.002
Si	8.144	2.71	9.67	0.011	0.005	0.001
Si	5.431	5.435	9.674	-0.005	0.004	0
Si	8.149	8.154	9.677	0.002	-0.002	0.006
Si	5.434	10.882	9.674	-0.016	-0.004	-0.001
Si	8.148	13.601	9.677	-0.004	-0.012	-0.001
Si	10.862	16.32	9.669	-0.005	-0.002	0
Si	13.58	2.713	9.673	0.015	0.003	0.009
Si	10.863	5.43	9.671	0.001	0.001	0.004
Si	13.593	8.156	9.675	0	-0.005	0.004
Si	10.868	10.878	9.677	0.008	0.003	0
Si	13.586	13.602	9.672	0.006	0.003	0.003
Si	1.348	14.96	11.043	-0.004	-0.004	-0.005
Si	4.068	17.677	11.05	-0.007	-0.009	0
Si	1.34	4.069	11.05	0.019	0.006	-0.002
Si	4.072	6.794	11.049	-0.003	0.005	-0.002
Si	1.353	9.519	11.048	0.007	-0.001	-0.005
Si	4.075	12.242	11.05	0.004	-0.008	-0.006
Si	6.791	14.962	11.052	0.001	-0.012	0.004
Si	9.508	17.68	11.047	-0.006	-0.002	0.004
Si	6.792	4.073	11.047	-0.002	0.007	-0.002
Si	9.508	6.79	11.05	-0.005	0.017	-0.003
Si	6.795	9.521	11.052	-0.006	0	-0.005
Si	9.513	12.246	11.049	-0.011	-0.003	0.001
Si	12.225	14.966	11.044	0.003	-0.007	0.005
Si	14.938	17.676	11.049	-0.005	0.012	0.003
Si	12.22	4.071	11.049	0.001	0.008	0.002
Si	14.944	6.79	11.049	0.002	-0.002	0.004
Si	12.228	9.514	11.047	0.008	0.003	0.003
Si	14.952	12.244	11.04	0.001	-0.011	-0.005
Si	2.706	16.319	12.421	0.002	0.012	-0.006
Si	5.433	19.035	12.422	0	0.002	0
Si	2.709	5.426	12.414	-0.02	0.009	-0.01
Si	5.44	8.148	12.422	-0.009	0.005	0
Si	2.713	10.88	12.42	0.006	-0.009	-0.008
Si	5.44	13.597	12.427	-0.02	0.001	-0.004
Si	8.152	16.327	12.425	0.004	0.001	-0.003
Si	10.865	19.032	12.432	-0.005	0.007	0.009
Si	8.158	5.422	12.427	-0.016	0.004	0.003
Si	10.869	8.151	12.423	-0.003	-0.017	0.003
Si	8.161	10.883	12.425	0.014	0.012	-0.005
Si	10.867	13.614	12.423	0.006	-0.01	0
Si	13.572	16.328	12.428	0.016	-0.022	0.006
Si	16.292	19.036	12.427	0.006	-0.007	0.004
Si	13.576	5.433	12.423	0.013	0.001	-0.001
Si	16.308	8.153	12.414	-0.003	0.02	-0.002
Si	13.59	10.883	12.408	0.003	0.011	-0.008
Si	16.299	13.611	12.42	0.012	-0.02	0.002
Si	1.335	17.674	13.794	0.011	-0.014	-0.001
Si	4.067	4.07	13.792	-0.001	0.009	-0.007
Si	1.339	6.776	13.779	0.058	-0.023	-0.012
Si	4.079	9.513	13.786	-0.015	0.013	-0.012
Si	1.344	12.244	13.782	-0.017	0.018	-0.014
Si	4.08	14.967	13.789	0.008	-0.03	-0.012
Si	6.802	17.69	13.802	-0.019	0	0
Si	9.514	4.067	13.817	0.008	-0.005	-0.001
Si	6.797	6.779	13.797	0.008	0.011	-0.009
Si	9.522	9.522	13.797	-0.023	0.009	-0.001
Si	6.818	12.252	13.805	-0.013	-0.036	0
Si	9.522	14.987	13.805	-0.026	-0.024	0.002
Si	12.213	17.676	13.823	0.007	0.015	0.013
Si	14.918	4.066	13.804	-0.007	0.038	0.003
Si	12.217	6.785	13.804	-0.008	0.042	0
Si	14.941	9.515	13.777	0.023	-0.021	-0.002
Si	12.236	12.25	13.78	0.021	-0.032	-0.01
Si	14.935	14.974	13.796	-0.018	0.022	0
Si	16.287	16.332	15.18	0.019	-0.028	-0.005
Si	2.697	19.034	15.158	0.009	0.014	-0.013
Si	16.284	5.43	15.159	0.013	0.013	-0.011
Si	2.714	8.13	15.133	-0.051	0.003	0.001
Si	16.294	10.882	15.142	0.005	-0.003	0.004
Si	2.706	13.61	15.145	0.025	-0.011	-0.001
Si	5.444	16.326	15.163	-0.019	0	-0.023
Si	8.161	19.03	15.203	-0.012	0.003	-0.001
Si	5.439	5.411	15.171	-0.04	0.011	0.007
Si	8.17	8.14	15.157	-0.008	0.009	-0.006
Si	5.458	10.868	15.151	-0.004	0.015	0.015
Si	8.175	13.632	15.181	0.024	0.028	-0.001
Si	10.853	16.337	15.225	0.008	-0.01	-0.008
Si	13.561	19.038	15.205	0.014	-0.03	-0.019
Si	10.879	5.414	15.198	-0.006	0.005	-0.004
Si	13.576	8.163	15.156	0.004	-0.012	-0.009
Si	10.894	10.891	15.16	0.003	0.04	-0.014
Si	13.565	13.624	15.165	0.016	-0.032	-0.017
O	12.949	9.906	23.451	-0.222	-0.085	-0.197
O	10.937	8.349	22.61	0.095	-0.087	-0.45
O	13.616	9.065	31.33	0.308	-0.03	0.5
O	15.249	8.602	33.373	0.132	0.17	0.385
O	0.215	18.915	33.849	-0.14	0.225	0.237
O	9.427	11.455	25.867	0.287	0.037	-0.424
O	2.886	11.532	25.229	0.283	0.016	-0.375
O	2.765	15.6	25.635	0.08	0.183	-0.385
O	7.45	12.039	32.889	-0.105	0.084	0.457
O	8.931	21.318	25.314	0.181	0.053	-0.309
O	13.71	10.778	33.824	0.342	-0.162	0.561
O	8.117	10.843	22.518	0.02	-0.025	-0.406
O	1.324	23.409	32.758	0.105	0.185	0.679
O	10.647	13.778	25.574	-0.018	-0.035	0.078
O	4.401	20.225	32.804	-0.397	-0.066	0.641
O	0.323	6.993	27.937	-0.11	-0.007	-0.226
O	9.801	9.499	27.579	-0.039	-0.059	-0.022
O	14.273	6.865	23.37	0.186	0.169	-0.371
O	10.876	19.014	22.544	-0.086	-0.16	-0.6
O	10.738	13.217	30.694	0.211	-0.09	0.578
O	1.495	11.043	29.904	-0.399	0.058	0.067
O	5.088	18.944	22.732	0.411	0.112	-0.361
O	4.425	7.406	22.951	-0.041	0.008	-0.121
O	5.311	13.476	22.516	0.057	0.074	-0.527
O	13.572	16.426	22.511	0.185	0.07	-0.112
O	1.922	13.368	26.846	-0.202	-0.006	-0.176
O	9.367	9.772	33.017	0.011	-0.029	0.471
O	14.633	20.524	33.109	0.074	0.057	0.519
O	8.396	16.119	33.811	-0.264	0.146	0.711
O	14.635	18.258	28.585	0.114	0.106	0.149
O	7.088	7.431	30.214	-0.249	0.233	0.331
O	9.188	20.466	32.809	0.149	-0.002	0.639
O	12.116	12.642	32.92	0.031	-0.149	0.244
O	15.471	17.793	23.575	0.025	-0.076	-0.734
O	5.47	8.232	34.123	0.116	-0.096	0.258
O	12.698	20.509	23.519	-0.06	-0.138	-0.328
O	1.661	15.61	28.134	-0.197	0.043	-0.021
O	7.925	18.915	25.631	-0.147	-0.119	-0.452
O	8.068	17.925	28.569	0.076	-0.033	0.076
O	4.815	7.968	31.376	-0.3	0.005	-0.021
O	2.718	17.923	28.76	0.136	-0.156	0.202
O	3.177	17.179	23.481	0.166	0.116	-0.626
O	1.692	20.814	26.102	-0.195	-0.178	-0.21
O	10.549	11.913	28.324	0.162	0.12	0.163
O	15.363	19.124	30.943	-0.07	0.051	0.259
O	6.466	9.059	23.275	0.008	0.042	0.079
O	6.647	17.837	33.137	0.301	0.056	0.385
O	4.256	9.34	24.711	0.051	-0.128	0.098
O	9.385	7.565	25.847	-0.28	-0.201	-0.327
O	8.888	17.586	23.453	0.021	0.085	-0.445
O	3.684	15.189	32.931	0.133	-0.276	0.423
O	1.343	12.006	32.425	0.147	0.013	0.907
O	0.157	21.421	31.399	0.031	-0.061	0.3
O	11.218	6.116	24.573	0.271	0.321	-0.11
O	6.83	22.935	32.735	0.317	-0.214	0.506
O	4.392	17.48	31.818	-0.214	0.005	0.23
O	14.84	11.806	23.391	0.191	0.025	-0.351
O	5.573	13.603	33.716	-0.123	0.015	0.573
O	11.052	8.039	33.814	-0.168	0.216	0.517
O	14.241	16.725	30.763	-0.442	-0.33	0.317
O	12.088	23.103	30.082	0.026	-0.158	0.314
O	1.152	20.077	23.506	0.098	-0.191	-0.532
O	7.956	11.368	28.086	-0.243	0.108	0.046
O	16.346	8.234	22.548	-0.249	-0.119	-0.532
O	3.86	11.3	22.869	-0.124	0.097	-0.123
O	8.987	6.715	23.33	0.123	0.033	-0.388
O	12.694	22.701	32.742	0.149	0.034	0.596
O	2.703	5.533	22.481	0.182	0.085	-0.568
O	6.41	15.973	28.106	-0.085	-0.092	-0.23
O	8.688	10.87	30.826	0.088	0.005	0.126
O	10.581	18.811	28.077	-0.068	-0.041	0.049
O	13.801	13.831	29.091	-0.076	0.027	0.409
O	6.496	21.128	26.272	-0.176	0.262	-0.088
O	13.88	21.335	30.758	0.122	0.249	-0.124
O	11.434	7.355	27.537	-0.086	-0.152	0.105
O	16.186	22.04	24.673	-0.069	0.15	-0.321
O	12.779	18.229	26.657	-0.076	0.219	-0.435
O	0.237	13.614	22.617	0.018	-0.067	-0.618
O	9.778	12.597	23.412	0.104	-0.166	-0.552
O	2.763	21.708	34.008	0.135	-0.222	0.006
O	8.164	16.272	25.562	0.084	0.009	-0.125
O	11.012	18.86	33.787	0.054	-0.097	0.562
O	3.728	20.061	27.561	0.216	0.103	-0.096
O	8.95	7.147	28.424	-0.056	-0.344	0.108
O	9.299	19.543	30.264	-0.019	-0.07	0.3
O	12.427	14.995	31.657	0.113	0.063	0.066
O	11.307	14.467	28.424	0.1	-0.095	0.108
O	11.267	10.29	31.166	-0.178	0.327	0.372
O	15.453	9.358	27.82	0.057	0.12	0.172
O	6.139	21.165	23.654	0.002	-0.306	-0.585
O	15.948	10.25	31.501	-0.303	-0.251	0.337
O	12.836	17.282	32.947	-0.085	0.129	0.444
O	15.793	12.628	30.429	0.108	-0.107	0.205
O	5.914	7.157	25.07	-0.018	0.283	-0.12
O	15.03	7.68	25.886	0.041	0.055	-0.526
O	1.827	22.975	30.126	-0.122	0.141	0.565
O	14.456	10.555	25.66	-0.23	-0.038	-0.27
O	5.87	14.944	25.743	0.127	-0.014	-0.264
O	4.084	14.704	27.709	0.171	-0.09	0.225
O	10.171	14.42	32.989	-0.261	-0.179	0.193
O	1.972	17.223	32.93	-0.055	-0.075	0.407
O	3.877	9.936	32.851	-0.208	0.124	0.761
O	0.647	11.064	26.469	-0.08	0.087	-0.27
O	13.411	11.437	30.093	-0.214	-0.075	0.209
O	13.094	14.078	26.429	0.091	-0.26	-0.327
O	15.074	17.105	26.184	0.092	0.079	-0.255
O	6.784	12.502	30.273	-0.052	-0.091	0.361
O	13.35	16.103	28.021	0.142	0.136	-0.105
O	10.352	17.833	25.65	0.001	-0.1	-0.339
O	16.3	13.596	33.829	-0.136	-0.112	0.262
O	13.615	21.827	25.57	-0.091	0.023	0.021
O	2.861	22.605	27.691	0.019	-0.065	-0.117
O	15.772	19.584	25.503	-0.138	0.072	-0.094
O	12.399	14.615	23.792	0.169	0.156	-0.439
O	5.343	21.84	30.812	-0.059	0.109	0.162
O	9.056	22.097	30.717	-0.16	-0.005	0.414
O	12.442	9.217	29.02	-0.118	0.157	0.284
O	0.369	17.156	29.81	-0.081	-0.31	0.05
O	3.935	10.135	30.129	0.319	0.204	0.486
O	15.828	7.652	30.946	-0.09	0.033	0.04
O	7.034	15.285	23.357	0.197	0.076	-0.294
O	6.174	10.219	31.496	-0.084	0.018	0.423
O	5.37	18.328	28.626	0.129	-0.157	-0.114
O	1.212	17.709	25.313	0.086	0.102	0.169
O	6.156	19.365	31.119	0.112	0.004	0.048
O	8.491	20.396	27.801	0.146	0.164	-0.015
O	8.771	13.758	28.959	0.094	0.118	-0.095
O	1.876	9.744	23.462	-0.117	0.068	-0.297
O	2.237	8.749	28.588	-0.023	0.269	0.188
O	8.053	13.628	25.197	-0.015	-0.095	-0.23
O	6.321	13.382	27.858	-0.051	-0.267	-0.186
O	2.57	15.991	30.637	0.366	-0.32	0.675
O	3.006	11.125	27.817	0.012	0.197	0.098
O	3.748	19.876	30.19	0.145	-0.01	0.431
O	14.979	11.89	27.95	0.012	-0.028	-0.195
O	11.337	20.901	31.319	0.19	-0.149	0.46
O	11.463	20.28	25.982	0.153	0.35	-0.348
O	12.554	12.141	24.73	-0.023	-0.243	0.031
O	14.679	15.394	33.018	0.046	-0.067	0.341
O	14.005	7.162	28.285	0.034	-0.089	-0.14
O	6.646	16.881	30.553	0.132	0.14	0.512
O	4.087	21.649	25.481	0.124	0.016	-0.341
O	9.56	8.36	30.704	0.08	0.055	0.394
H	2.408	14.953	22.813	0.035	-0.048	-0.213
H	0.951	15.806	23.9	0.267	0.169	0.022

Results
total energy: -101251.335 eV
total energy less fixed offsets of H -15.91, O -438.35, Si -107.03 eV per atom: -4.665 eV
